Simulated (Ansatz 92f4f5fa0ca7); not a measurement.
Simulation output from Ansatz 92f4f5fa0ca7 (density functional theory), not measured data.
Periodic cell of 252 atoms, Si132O88H32, with a vacuum gap, from a study of silicon, its oxide and their interface. The atomic structure is a simulated model.

Settings
functional: r2SCAN
potential files: Ansatz PAW
basis: plane waves
wave-function cutoff: 800 eV
density cutoff ratio: 5
exchange-correlation grid ratio: 1
k mesh: 1 x 1 x 1, shifted by 0.5 0.5 0 of a step
self-consistency stop: 1e-11 eV per atom in the density residual
occupations: fixed
spin: none
net charge: 0
applied field: sawtooth along c, amplitude +0.015 V/angstrom in the program's sign convention, ramp centred at 0.9886 of c and 0.0227 of c wide, no dipole correction

Cell vectors (angstrom)
a 10.88 0 0
b 0 10.88 0
c 0 0 44.0393

Atoms: element, x, y, z (angstrom)
Si 0.2462 0.0397 29.8591
Si 2.1853 3.1531 30.3772
Si -0.1275 5.2716 30.6279
Si 2.563 8.7193 29.9144
Si 5.3607 0.1868 30.6468
Si 7.7681 2.806 30.2601
Si 5.5717 5.0968 30.248
Si 8.5089 7.4528 30.2917
Si 1.1935 1.4097 31.5667
Si 3.9307 4.133 31.6328
Si 1.2351 6.6944 31.8147
Si 3.9264 9.5757 31.6546
Si 6.7601 1.4507 31.8838
Si 9.2944 3.897 31.7119
Si 6.7438 6.6135 31.5927
Si 9.2782 9.2561 31.6801
Si -0.169 2.6058 33.0425
Si 2.5941 0.0773 32.9908
Si -0.0348 8.1955 33.0739
Si 2.6891 5.4485 33.1188
Si 5.3048 2.8073 33.0898
Si 8.0685 -0.1099 33.074
Si 5.3635 8.1086 32.8907
Si 8.0584 5.3643 33.0749
Si 1.2623 4.0246 34.3562
Si 3.9919 1.3721 34.3915
Si 1.3142 9.5731 34.4088
Si 4.0694 6.8189 34.3973
Si 6.708 4.0915 34.47
Si 9.4387 1.2555 34.4396
Si 6.6679 9.4563 34.3662
Si 9.4624 6.7735 34.3673
Si -0.0192 0.0086 35.8086
Si 2.6568 2.7333 35.7516
Si -0.0434 5.43 35.7299
Si 2.7093 8.1991 35.7353
Si 5.3754 -0.0101 35.7336
Si 8.1019 2.69 35.7573
Si 5.4025 5.4831 35.7997
Si 8.1085 8.152 35.7152
Si 1.3577 1.3783 37.1452
Si 4.0419 4.0895 37.1064
Si 1.352 6.7996 37.072
Si 4.0521 9.538 37.1312
Si 6.7637 1.3371 37.1098
Si 9.4929 4.0681 37.1003
Si 6.7817 6.8318 37.1197
Si 9.4906 9.5015 37.0895
Si 0.0156 2.754 6.9458
Si 2.7511 0.0482 6.9693
Si 0.032 8.1962 6.8988
Si 2.7142 5.4561 6.9332
Si 5.4175 2.7239 6.9247
Si 8.176 0.0054 6.9196
Si 5.4354 8.1872 6.9455
Si 8.1534 5.4734 6.9031
Si 1.4038 4.0867 8.3249
Si 4.1205 1.3839 8.3686
Si 1.4062 9.5574 8.2912
Si 4.0759 6.8166 8.2945
Si 6.7941 4.1081 8.2359
Si 9.5861 1.3442 8.2749
Si 6.8045 9.5601 8.2747
Si 9.5523 6.8382 8.2192
Si 0.1215 0.051 9.6977
Si 2.7564 2.7211 9.7621
Si 0.0524 5.5324 9.5765
Si 2.7872 8.2352 9.6618
Si 5.5281 0.029 9.7156
Si 8.2193 2.764 9.5142
Si 5.4291 5.4326 9.6345
Si 8.2266 8.2335 9.5573
Si 1.4778 1.333 11.2226
Si 4.1196 4.0947 11.1131
Si 1.3543 6.9281 10.9654
Si 4.1735 9.5312 11.0986
Si 6.956 1.4639 10.9589
Si 9.6178 4.0889 10.8254
Si 6.8656 6.8404 10.8282
Si 9.5764 9.5918 10.9528
Si 0.0839 2.89 12.3255
Si 2.9299 -0.0253 12.6547
Si -0.0994 8.1879 12.3622
Si 2.6541 5.5418 12.3008
Si 5.5731 2.6873 12.3904
Si 8.3605 0.1594 12.3265
Si 5.7378 8.2186 12.3093
Si 8.1936 5.4187 12.0654
Si 1.0753 4.5113 13.6609
Si 4.7083 1.005 13.81
Si 1.9585 9.4225 14.2983
Si 3.641 6.7759 13.9361
Si 7.106 4.0171 13.52
Si 9.6237 2.2507 14.0996
Si 6.9735 9.7552 13.5458
Si 9.5981 6.5506 13.4727
Si -1.7857 -3.6726 17.9276
Si -2.4034 7.6788 15.1612
Si 6.502 6.7651 17.1747
Si 0.4261 3.1202 19.2274
Si 5.0498 2.6237 16.32
Si 3.1816 0.1412 19.7572
Si 10.2141 1.0923 18.7162
Si -6.8662 12.3745 23.8208
Si 5.759 -0.8503 20.9979
Si -1.3344 5.5366 20.2606
Si -0.593 6.5599 23.1226
Si 1.7022 0.187 17.0335
Si 5.0409 2.4294 19.2573
Si 0.917 13.8118 16.2076
Si 5.0855 4.8217 15.6905
Si -4.1249 4.238 21.0374
Si 11.218 0.1347 21.2386
Si -6.6471 17.3677 24.6303
Si 7.2169 12.0428 17.713
Si 7.0846 9.2431 18.4008
Si -9.2506 13.4933 21.9528
Si -4.6738 5.847 23.5488
Si 9.7035 9.509 23.3647
Si 6.7676 1.7016 22.6837
Si 7.3384 15.1735 25.9054
Si 1.6 5.0435 23.9391
Si -4.0666 8.7107 23.2852
Si 4.1283 9.4375 27.6294
Si 4.3717 9.4011 24.6022
Si -1.7216 12.1319 24.7625
Si 7.0635 -1.4236 28.6085
Si 4.1255 12.14 28.9289
Si 5.1215 5.5035 27.2773
Si 10.0306 4.1203 24.881
Si 9.0014 11.8267 27.9319
Si 4.9907 2.6746 26.4617
O -1.29 5.2599 23.8057
O -0.3471 0.6847 28.4721
O -1.0894 -0.5747 30.5269
O 1.0274 4.2602 29.8783
O -7.7624 5.3328 24.3673
O 1.3021 9.7114 29.5887
O 6.2751 11.3553 21.7559
O 2.01 7.3184 30.4945
O 1.386 4.0023 22.718
O 3.9533 10.7401 23.7787
O 8.3514 2.0941 28.9036
O 6.6325 3.9083 29.7899
O 4.979 5.7798 28.8662
O 9.7065 6.368 29.859
O 17.39 10.0506 29.9988
O -0.136 5.5309 14.1037
O 2.8959 12.8686 22.7656
O 4.3088 1.63 15.27
O 1.7973 -0.8551 15.801
O -0.9439 7.9786 23.8302
O 1.5962 3.9018 15.1008
O 6.6016 2.0841 16.5224
O 5.1021 7.2927 13.5041
O 2.7892 -2.8429 14.4918
O 6.3476 4.8811 14.6648
O 9.9809 2.5923 24.3413
O 9.1773 0.7498 13.6661
O 5.8028 10.7161 14.201
O 8.0758 9.1748 14.6309
O 0.5243 -1.8194 13.6295
O -0.1191 -1.0871 22.1759
O -0.4788 2.371 15.5421
O -3.9027 10.48 17.366
O -1.3104 7.5 16.3938
O 1.6667 13.8026 20.3229
O 8.2882 3.1589 14.253
O -2.8895 5.0528 20.3668
O 7.8285 -4.6956 17.8807
O 5.5719 3.76 20.012
O -3.0732 1.2846 23.8528
O 4.3811 2.6985 17.7995
O -0.9731 6.441 21.5575
O 1.0009 6.4309 23.3749
O -3.5256 13.7978 21.786
O 10.0226 6.4984 19.018
O 17.7409 -1.1407 19.8877
O 6.9981 4.7286 24.3945
O 11.6485 3.6436 17.6855
O 5.3885 13.0705 23.3497
O -9.0717 10.7954 20.5832
O -0.4905 4.1865 20.0308
O 6.0196 8.0865 17.9802
O 3.8378 5.6619 15.0978
O 8.7815 1.4055 18.0189
O 14.665 7.967 24.0814
O 2.835 10.7966 18.1788
O -4.8734 5.2413 22.0636
O -0.8168 0.2586 20.1052
O 5.4102 5.6113 17.0826
O 0.2269 0.1533 17.7124
O -8.9847 1.6723 16.4339
O 3.9047 1.5815 20.0344
O 3.9754 1.9814 25.3872
O 2.9353 13.2449 29.1286
O 0.7095 15.3664 25.202
O -6.5868 20.8759 20.315
O 3.7657 20.4094 26.0806
O 4.3808 4.1195 26.8635
O -4.5178 12.395 19.0426
O -6.3847 6.6175 26.2651
O -3.8705 7.2216 15.7081
O -2.7336 9.5319 22.9194
O -2.2913 -2.2236 18.4269
O 8.0875 -0.3843 27.943
O -1.8636 1.365 26.3736
O 6.7148 5.3493 26.9617
O -5.1064 8.8093 22.0517
O 0.4326 12.3951 22.092
O 5.7385 9.222 27.7057
O 6.0081 20.1877 24.5741
O 3.5116 10.8025 28.2599
O 3.3456 8.3334 28.5283
O 5.1487 1.801 27.8058
O -3.7032 7.1583 23.505
O 8.9452 4.2216 26.0947
O 6.5475 2.8791 26.0378
O -0.9919 10.7031 24.4563
O 7.8829 -2.7936 28.9069
H 2.1984 0.5758 38.0776
H 0.5461 2.2102 38.0776
H 3.2321 4.923 38.0389
H 4.8668 3.2707 38.0389
H 0.5537 7.6442 38.0044
H 2.1795 5.9835 38.0044
H 4.8836 8.726 38.0636
H 3.258 10.3866 38.0636
H 5.9542 2.171 38.0423
H 7.6093 0.5398 38.0423
H 10.341 3.2736 38.0327
H 8.691 4.9094 38.0327
H 7.6075 6.014 38.0521
H 5.9627 7.6564 38.0521
H 8.6902 10.3441 38.0219
H 10.3466 8.7154 38.0219
H -0.8325 3.5486 6.0134
H 0.8272 1.9221 6.0134
H 3.5452 -0.8004 6.0369
H 1.9105 0.8507 6.0369
H -0.824 8.9823 5.9664
H 0.8303 7.3516 5.9664
H 1.8867 6.2722 6.0008
H 3.524 4.6225 6.0008
H 6.227 1.89 5.9922
H 4.5927 3.5427 5.9922
H 7.3304 0.8027 5.9872
H 8.9764 -0.8372 5.9872
H 6.2544 7.3626 6.013
H 4.6039 8.9991 6.013
H 8.9552 4.6322 5.9706
H 7.3276 6.2912 5.9706

Results
free energy: -135117.386 eV
free energy less fixed offsets of H -15.71, O -570.45, Si -639.56 eV per atom: 6.854 eV

Forces (eV/angstrom), in the order of the atoms: element, x, y, z
Si 0.0097 0.0042 0.0542
Si -0.0002 -0.0052 0.0393
Si 0.0026 0.001 0.018
Si -0.0083 0.0029 0.051
Si -0.0097 0.0057 0.0104
Si -0.0102 0.0074 0.0514
Si 0.0019 -0.0094 0.0613
Si -0.0002 0.003 0.0511
Si 0.0047 0.0044 -0.0166
Si -0.0059 -0.004 -0.019
Si -0.0143 -0.0112 0.0084
Si 0.0036 0.0131 -0.012
Si -0.0105 -0.0067 -0.0121
Si 0.0009 0.0047 -0.0151
Si -0.001 -0.0013 -0.0174
Si -0.0042 -0.019 0.007
Si 0.0055 -0.012 0.0132
Si -0.011 -0.0047 -0.0031
Si 0.0027 0.0081 -0.0014
Si 0.006 0.0006 0.0072
Si 0.005 0.0149 0.0018
Si 0.0061 0.0086 0.0045
Si -0.0083 -0.0045 0.0057
Si -0.0069 -0.0016 0.008
Si 0.0032 0.005 0.0241
Si -0.011 -0.0319 0.0169
Si 0.0099 0.0089 0.0072
Si 0.0053 -0.009 0.0133
Si -0.0216 -0.0304 0.0089
Si -0.0078 -0.0074 0.0193
Si -0.0019 0.0002 0.0238
Si 0.0017 -0.0077 0.0197
Si 0.0046 -0.0117 0.179
Si 0.0106 0.0212 0.1864
Si 0.0027 0.0005 0.1853
Si -0.0328 0.007 0.1675
Si -0.0195 0.0441 0.1791
Si 0.0197 0.0072 0.1711
Si -0.0217 0.0246 0.1823
Si 0.0038 0.0066 0.1989
Si -0.1729 -0.003 0.3824
Si -0.0947 0.1184 0.3068
Si -0.0396 0.074 0.1401
Si -0.1004 0.0207 0.3036
Si -0.0622 0.0062 0.2706
Si -0.0586 0.011 0.2122
Si -0.0276 -0.0762 0.4786
Si 0.0175 0.0746 0.358
Si 0.1117 -0.1486 -0.314
Si 0.04 -0.0821 -0.2699
Si 0.0638 0.0758 -0.2939
Si 0.1482 -0.0876 -0.237
Si 0.1129 0.0328 -0.2274
Si 0.1215 -0.0087 -0.3007
Si 0.0114 -0.1025 -0.3048
Si -0.0681 0.0844 -0.4254
Si 0.0502 -0.0518 -0.1706
Si -0.006 -0.0119 -0.18
Si 0.0098 -0.0148 -0.1699
Si -0.0001 -0.0002 -0.1659
Si -0.0199 -0.0038 -0.1708
Si 0.0191 -0.0219 -0.1739
Si -0.0024 0.0029 -0.1908
Si -0.0287 0.0284 -0.2015
Si -0.0013 0.0095 -0.0293
Si -0.0021 0.0228 -0.0249
Si 0.0067 0.008 -0.017
Si -0.0056 -0.0002 -0.0083
Si -0.0026 0.0043 -0.0308
Si 0.0075 0.0211 -0.0209
Si 0.0185 0.0077 -0.0135
Si 0.0136 0.0021 -0.008
Si -0.0039 -0.0053 -0.0006
Si 0.0137 0.0068 -0.0046
Si 0.0091 0.0032 -0.0004
Si -0.0036 -0.0078 -0.0043
Si 0.0081 0.0082 0.0003
Si -0.0144 -0.0067 -0.0045
Si 0.0015 -0.0073 -0.0097
Si 0.0009 -0.0099 -0.0047
Si 0.0002 0.0077 -0.0029
Si 0.0043 -0.0019 0.0021
Si -0.0086 -0.0078 0.0167
Si -0.0009 0.0043 0.0031
Si 0.0056 -0.0003 0.0093
Si -0.0115 0.0004 0.0179
Si 0.0059 0.015 0.0217
Si 0.0058 0.0043 0.0145
Si 0.0019 -0.007 0.0353
Si -0.0019 0.0029 0.0357
Si -0.0068 0.0023 0.056
Si 0.0004 -0.0057 0.0358
Si -0.0082 0.0048 0.028
Si -0.0006 0.0032 0.0494
Si 0.0043 -0.0063 0.016
Si -0.0035 -0.0012 0.0041
Si 0.0048 -0.0053 0.0816
Si -0.0022 -0.0079 0.0687
Si 0.0076 0.0134 0.0761
Si 0.0051 0.0017 0.0783
Si 0.0116 0.0035 0.0711
Si 0.0055 -0.008 0.0781
Si -0.0006 -0.0017 0.0625
Si 0.0078 -0.0064 0.0904
Si 0.0006 -0.0006 0.09
Si -0.0121 0.0042 0.0861
Si 0.0066 -0.0073 0.0775
Si -0.0019 0.0089 0.0898
Si 0.0056 0.0077 0.0844
Si 0.0078 -0.0035 0.0932
Si -0.0008 -0.0049 0.0589
Si -0.0015 0.0071 0.0919
Si -0.0002 -0.0094 0.0805
Si 0.0047 0.0067 0.0558
Si 0.0047 -0.0093 0.0713
Si -0.0025 0.0172 0.0731
Si 0.0161 0.0082 0.0957
Si -0.0016 -0.0035 0.0631
Si -0.0128 0.0065 0.062
Si 0.0024 0.0008 0.0859
Si -0.0162 -0.0042 0.0762
Si 0.0107 0.0069 0.0654
Si -0.0024 -0.0033 0.0651
Si -0.0014 0.0079 0.0983
Si -0.0199 -0.0045 0.0884
Si 0.0036 0.0094 0.1128
Si 0.0059 -0.0069 0.0658
Si -0.0136 0.0012 0.0735
Si -0.0011 -0.0046 0.1028
Si -0.0139 -0.0102 0.07
Si 0.004 -0.0091 0.103
Si 0.004 -0.0066 0.098
O 0.0023 0.0204 -0.0347
O -0.0213 0.0078 -0.0455
O 0.0089 0.0167 -0.0174
O -0.0046 0.0037 -0.0134
O -0.0135 -0.0076 -0.0254
O 0.0019 -0.0052 -0.0181
O -0.0073 -0.0174 -0.045
O 0.0137 0.0126 -0.0135
O -0.0022 -0.0224 -0.0409
O -0.0011 0.0131 -0.0335
O 0.0122 -0.0145 -0.0443
O 0.0036 0.0031 -0.0226
O -0.0043 0.0056 -0.0672
O -0.0023 -0.001 -0.012
O 0.0153 -0.0139 -0.0352
O 0.0018 0.003 -0.0175
O -0.0261 0.0087 -0.0469
O -0.0052 -0.0202 -0.0615
O 0.0084 -0.0223 -0.0707
O 0.0006 0.0005 -0.0252
O -0.0002 0.0178 -0.0523
O -0.0153 0.0137 -0.0407
O 0.0026 -0.0003 -0.0224
O 0.0013 -0.0013 -0.0209
O 0.0184 -0.0047 -0.0377
O 0.0041 0.0001 -0.0308
O 0.0003 -0.0047 -0.0219
O 0.0019 0.0038 -0.0192
O -0.0098 0.013 -0.0388
O -0.0041 -0.0013 -0.0293
O 0.0162 0.015 -0.0439
O -0.0193 -0.0012 -0.0583
O 0.0004 0.0039 -0.0249
O -0.0081 0.0029 -0.061
O -0.016 0.0047 -0.0571
O 0.0048 0.0032 -0.0208
O 0.0136 0.0072 -0.0325
O -0.0118 0.0017 -0.0314
O -0.0185 -0.0165 -0.0459
O -0.0204 0.0025 -0.0437
O -0.0008 0.0084 -0.0647
O -0.0095 -0.0129 -0.0642
O -0.0089 0.0066 -0.0298
O 0.0004 0.0164 -0.0387
O -0.0026 0.018 -0.0503
O 0.0173 -0.011 -0.0619
O -0.0085 0.0145 -0.0466
O 0.0093 0.004 -0.0701
O 0.0158 0.001 -0.0332
O 0.0182 0.0006 -0.0395
O 0.0089 -0.0155 -0.0338
O -0.003 -0.0181 -0.0314
O -0.0155 0.0184 -0.0365
O -0.0171 -0.0002 -0.0283
O 0.0007 -0.0015 -0.0228
O -0.0167 -0.0004 -0.061
O 0.0105 -0.0225 -0.0593
O -0.0101 0.0151 -0.0524
O -0.0102 -0.0143 -0.0329
O 0.0171 -0.0117 -0.044
O 0.0008 0.0093 -0.0345
O 0.0045 0.0045 -0.034
O -0.0145 -0.0129 -0.0599
O 0.0154 -0.0087 -0.0322
O 0.0021 0.0048 -0.0361
O -0.0151 0.0085 -0.0321
O 0.0045 -0.0024 -0.0735
O 0.0004 -0.003 -0.0328
O 0.0095 -0.0035 -0.0442
O -0.0043 0.0107 -0.0652
O 0.016 0.0049 -0.0451
O 0.0008 0.0016 -0.0236
O 0.0029 -0.0082 -0.0256
O 0.0068 0.011 -0.0311
O 0.0016 0.0083 -0.0712
O 0.0142 -0.0068 -0.0336
O -0.006 0.0137 -0.0517
O -0.0026 -0.007 -0.0352
O -0.0141 -0.0021 -0.0362
O 0.0175 -0.004 -0.0331
O -0.0003 -0.0142 -0.0414
O 0.0127 0.0015 -0.0463
O 0.0106 0.0213 -0.0648
O 0.0068 0.0063 -0.0241
O 0.0156 0.0017 -0.0321
O 0.0121 0.0062 -0.027
O 0.0044 -0.0194 -0.0416
O -0.0103 0.0129 -0.0319
H -0.3264 0.3061 -0.2809
H 0.2929 -0.3228 -0.2281
H 0.2901 -0.403 -0.2027
H -0.2847 0.2315 -0.3021
H 0.2446 -0.3318 -0.2691
H -0.3206 0.3159 -0.2991
H -0.3006 0.2805 -0.2892
H 0.2734 -0.3756 -0.2641
H 0.2081 -0.3416 -0.2591
H -0.3707 0.2154 -0.2696
H -0.3385 0.2546 -0.2994
H 0.22 -0.3267 -0.282
H -0.2775 0.2803 -0.2519
H 0.3563 -0.2679 -0.2524
H 0.2335 -0.3679 -0.2496
H -0.4228 0.1541 -0.2496
H 0.3342 -0.2076 0.3168
H -0.239 0.3887 0.2002
H -0.2197 0.4059 0.2422
H 0.373 -0.1935 0.2849
H 0.4034 -0.1961 0.253
H -0.2151 0.4058 0.2423
H 0.231 -0.3632 0.3111
H -0.2264 0.3902 0.2409
H -0.2979 0.2426 0.2705
H 0.2448 -0.3527 0.2761
H 0.3939 -0.1231 0.2769
H -0.357 0.2777 0.2484
H -0.2795 0.3275 0.2648
H 0.2927 -0.3122 0.2637
H -0.2744 0.2947 0.2522
H 0.3533 -0.2755 0.2192

The program warned: the cutoff lies below the one the program advises for these potential files; the forces do not sum to zero within the program's tolerance; empty levels may hold ghost states of the PAW files; the exchange-correlation potential is rough where the density is thin.
